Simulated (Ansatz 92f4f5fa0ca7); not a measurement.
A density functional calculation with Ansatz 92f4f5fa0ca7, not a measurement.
Periodic cell of 250 atoms, Si166O84, from a study of silicon, its oxide and their interface. The atomic structure is a simulated model.
Doubt: the cutoff is far below the 930 eV that the study's wrapper takes by default for these files, so forces and energies are approximate.
This geometry differs little from another in the collection (a relaxation step or a small displacement).

Settings
functional: PBE
potential files: Ansatz PAW
basis: plane waves
wave-function cutoff: 580 eV
density cutoff ratio: 5
exchange-correlation grid ratio: 1
k mesh: 1 x 1 x 1, Gamma-centred
self-consistency stop: 5e-08 eV per atom in the density residual
occupations: fixed
spin: none
net charge: 0

Cell vectors (angstrom)
a, 10.938, 0, 0
b, 0, 10.938, 0
c, 0, 0, 37.3145

Atoms and the computed forces on them: element, x, y, z (angstrom), force x, y, z (eV/angstrom)
Si, 0, 0, 0.683, 0.0127, 0.0089, 0.0021
Si, 5.469, 0, 0.683, 0.0037, 0.0162, 0.0245
Si, 2.7345, 2.7345, 0.683, 0.0242, -0.0145, -0.0124
Si, 8.2035, 2.7345, 0.683, 0.0048, -0.002, -0.0301
Si, 0, 5.469, 0.683, 0.0265, -0.0045, 0.0189
Si, 5.469, 5.469, 0.683, 0.028, -0.0075, -0.0073
Si, 2.7345, 8.2035, 0.683, -0.0038, 0.02, -0.0244
Si, 8.2035, 8.2035, 0.683, 0.0436, 0.0047, -0.0172
Si, 1.3673, 1.3673, 2.0503, 0.0173, 0.0019, 0.0439
Si, 6.8362, 1.3673, 2.0503, 0.0822, 0.0253, -0.0813
Si, 4.1018, 4.1018, 2.0503, -0.0481, -0.032, 0.0213
Si, 9.5708, 4.1018, 2.0503, -0.104, -0.0586, -0.0801
Si, 1.3673, 6.8362, 2.0503, 0.1346, 0.0071, -0.113
Si, 6.8362, 6.8362, 2.0503, 0.0513, -0.069, 0.0604
Si, 4.1018, 9.5708, 2.0503, -0.0657, -0.1085, -0.096
Si, 9.5708, 9.5708, 2.0503, -0.1158, -0.034, -0.0549
Si, 2.7345, 0, 35.263, 0.1162, 0.0293, 0.092
Si, 8.2035, 0, 35.263, 0.0294, 0.0519, -0.0837
Si, 0, 2.7345, 35.263, -0.0427, 0.0509, -0.072
Si, 5.469, 2.7345, 35.263, -0.0394, -0.0374, 0.0932
Si, 2.7345, 5.469, 35.263, -0.0613, 0.0706, -0.1198
Si, 8.2035, 5.469, 35.263, 0.0491, 0.0166, 0.1067
Si, 0, 8.2035, 35.263, 0.0116, -0.0262, 0.091
Si, 5.469, 8.2035, 35.263, -0.0306, 0.0904, -0.1099
Si, 4.1018, 1.3673, 36.6303, 0.0207, -0.0421, 0.018
Si, 9.5708, 1.3673, 36.6303, 0.0042, -0.0131, 0.0041
Si, 1.3673, 4.1018, 36.6303, -0.0612, 0.0223, 0.0021
Si, 6.8362, 4.1018, 36.6303, -0.0105, -0.0119, -0.0099
Si, 4.1018, 6.8362, 36.6303, -0.0499, 0.0402, -0.0109
Si, 9.5708, 6.8362, 36.6303, 0.0067, -0.0024, 0.0121
Si, 1.3673, 9.5708, 36.6303, 0.0032, -0.0284, -0.013
Si, 6.8362, 9.5708, 36.6303, -0.0516, 0.0061, -0.0015
Si, 0.0422, 0.1389, 27.1808, -0.003, -0.0023, 0.0162
Si, 5.9928, -0.4249, 27.4979, 0.0008, 0.0016, 0.0029
Si, 2.0516, 3.4044, 27.1634, -0.0056, -0.0041, 0.002
Si, 8.5433, 2.263, 27.0975, 0.0053, -0.0018, -0.007
Si, 0.4054, 5.1372, 27.3474, 0.0057, 0.0004, 0.0058
Si, 4.7681, 6.2273, 27.0626, -0.0031, -0.0002, 0.0022
Si, 3.0574, 7.9423, 27.2145, 0.0039, 0.0045, 0.0011
Si, 7.7044, 8.8935, 27.1633, -0.0015, -0.0027, 0.0012
Si, 1.4335, 1.5012, 28.4611, -0.0057, 0.0041, 0.0016
Si, 6.9288, 1.3868, 28.5646, -0.0025, 0.0025, 0.0053
Si, 4.0159, 4.2642, 28.2216, 0.0053, 0.0007, 0.0085
Si, 9.5279, 4.0679, 28.3649, -0.0061, -0.0046, 0.0054
Si, 1.3904, 6.8997, 28.5103, -0.0018, 0.0013, 0.0086
Si, 6.7283, 6.9776, 28.2433, -0.0009, 0.0031, 0.005
Si, 4.136, 9.5579, 28.5648, -0.0101, 0.0056, -0.0067
Si, 9.5949, 9.6013, 28.4206, 0.0037, 0.0056, 0.0028
Si, 2.7718, 0.0816, 29.7928, 0.0028, -0.0003, 0.0067
Si, 8.2955, 0.0199, 29.9142, 0.0026, -0.0053, -0.007
Si, -0.0504, 2.7421, 29.8427, 0.0116, 0.0062, -0.0136
Si, 5.4205, 2.8513, 29.6484, -0.0037, 0.0001, 0.0001
Si, 2.7442, 5.4871, 29.8445, -0.002, -0.0015, -0.0115
Si, 8.1146, 5.5208, 29.6077, 0.0001, 0.0029, 0.0034
Si, -0.0391, 8.2218, 29.7992, -0.0002, -0.0021, 0.0029
Si, 5.4727, 8.1745, 29.8969, 0.0127, -0.0082, 0.0007
Si, 4.1414, 1.4448, 31.1257, 0.0008, -0.0012, 0.0018
Si, 9.6007, 1.3921, 31.2692, -0.0083, -0.0034, 0.0133
Si, 1.3468, 4.1152, 31.169, -0.0033, -0.0015, 0.012
Si, 6.802, 4.1668, 31.0691, 0.0013, -0.0007, -0.0004
Si, 4.1078, 6.8155, 31.2362, -0.0024, 0.0041, 0.0107
Si, 9.5152, 6.8152, 31.0955, 0.0012, -0.0012, 0.0028
Si, 1.3577, 9.6236, 31.1326, 0.0018, -0.0007, -0.0021
Si, 6.8613, 9.5755, 31.1987, -0.0008, 0.0019, 0.01
Si, 0.0278, 0.0074, 32.5786, 0.0011, 0.0013, 0.002
Si, 5.4862, 0.0437, 32.5143, -0.001, -0.0009, 0.0005
Si, 2.7348, 2.7517, 32.52, 0.0004, -0.0001, 0.0003
Si, 8.1679, 2.789, 32.503, 0.0018, -0.0007, 0.0025
Si, -0.0306, 5.4846, 32.5076, -0.0004, 0.0001, 0.0004
Si, 5.4808, 5.4586, 32.5577, 0.0013, 0.0002, 0.002
Si, 2.7218, 8.2354, 32.5174, 0.0005, -0.0011, 0.002
Si, 8.2138, 8.1909, 32.5329, 0.0004, 0, 0.0001
Si, 1.393, 1.3814, 33.9102, -0.0003, 0.001, 0.0032
Si, 6.8448, 1.3926, 33.8924, 0.0002, -0.0012, 0.0019
Si, 4.1021, 4.0954, 33.9032, -0.002, 0.0007, 0.0031
Si, 9.5621, 4.1126, 33.8882, 0.0018, -0.0002, 0.002
Si, 1.356, 6.8492, 33.8796, -0.0001, -0.0009, 0.0018
Si, 6.846, 6.837, 33.905, 0, 0.0016, 0.0035
Si, 4.1078, 9.5946, 33.8794, 0.0021, 0.0004, 0.0017
Si, 9.5773, 9.5626, 33.9014, -0.0024, 0.0004, 0.0029
Si, 2.7308, -0.0184, 3.4135, -0.0021, -0.0018, 0.0013
Si, 8.1933, -0.0051, 3.4159, 0.0012, -0.0002, -0.0008
Si, -0.0127, 2.7335, 3.4109, -0.0024, -0.0015, -0.0006
Si, 5.4737, 2.7284, 3.4134, -0.0016, 0.0025, 0.0012
Si, 2.741, 5.4756, 3.4201, 0.002, -0.0005, -0.0007
Si, 8.1938, 5.4422, 3.4302, -0.0013, -0.0003, 0
Si, -0.0126, 8.1826, 3.3943, 0.0004, 0.001, 0.001
Si, 5.4577, 8.1918, 3.409, 0.0009, -0.0011, 0.0007
Si, 4.1319, 1.3311, 4.7614, -0.0003, -0.0012, -0.0001
Si, 9.5771, 1.346, 4.7788, 0.0035, 0.0038, 0.0014
Si, 1.3353, 4.1282, 4.7604, -0.0021, -0.0017, 0.0002
Si, 6.8298, 4.0684, 4.8206, 0.0047, -0.0006, 0.0013
Si, 4.1437, 6.8027, 4.8035, -0.0009, 0.0014, 0.0028
Si, 9.5896, 6.8038, 4.7688, -0.0016, 0.0011, -0.0001
Si, 1.3466, 9.5363, 4.7526, 0.0021, 0.0041, 0.0016
Si, 6.8063, 9.5656, 4.7651, -0.0019, -0.0023, -0.0006
Si, 0.0108, -0.0243, 6.1295, 0.0011, -0.0004, -0.0056
Si, 5.4615, -0.0343, 6.1963, -0.0028, -0.0002, 0.0026
Si, 2.7395, 2.7386, 6.0191, 0.0017, 0.0005, -0.0063
Si, 8.1951, 2.6659, 6.1695, -0.0048, 0.0024, -0.0011
Si, -0.0116, 5.4586, 6.2092, 0.0026, 0.0019, 0.0014
Si, 5.5109, 5.454, 6.2321, 0.0011, 0.0005, -0.0054
Si, 2.7119, 8.1583, 6.0956, -0.0023, -0.0002, 0.0003
Si, 8.2106, 8.1968, 6.0585, 0.0023, -0.0045, -0.0006
Si, 1.4207, 1.3889, 7.3882, -0.0062, -0.0023, 0.0053
Si, 6.8755, 1.2799, 7.6, 0.0057, 0.0023, 0.0055
Si, 4.0395, 4.0286, 7.4698, 0.0007, 0.0056, 0.016
Si, 9.5311, 4.0484, 7.5387, -0.0023, -0.0073, -0.0013
Si, 1.4201, 6.8235, 7.5609, 0.0012, 0.0044, 0.0092
Si, 6.965, 6.8746, 7.534, 0.0001, 0.0045, 0.0011
Si, 3.9997, 9.5274, 7.4872, -0.0069, 0.0026, -0.0004
Si, 9.5276, 9.5357, 7.4457, 0.006, 0.0082, 0.0094
Si, 2.7056, 0.0695, 8.846, 0.0073, -0.0041, -0.0035
Si, 8.3006, -0.073, 8.998, -0.0164, -0.009, -0.0062
Si, 0.0233, 2.6502, 8.7838, 0.0083, 0.0123, -0.0009
Si, 5.4101, 2.6515, 8.8285, 0.0015, -0.0007, -0.0093
Si, 2.7074, 5.3452, 8.9444, -0.0089, -0.0169, -0.008
Si, 8.2047, 5.3887, 8.9739, -0.0003, 0.002, -0.004
Si, 0.0746, 8.326, 8.8019, -0.0262, -0.0266, 0.027
Si, 5.3647, 8.0976, 8.7545, 0, -0.0025, 0.0035
Si, 4.2511, 1.15, 10.2481, 0.0012, -0.0011, 0.0083
Si, 10.0801, 0.9478, 10.1227, -0.0065, -0.0028, 0.0187
Si, 1.2168, 4.0139, 10.2585, 0.0125, 0.0113, -0.0066
Si, 6.3203, 4.4712, 9.9764, -0.0112, -0.0029, -0.0016
Si, 4.6038, 6.2385, 9.9694, 0.001, 0.0034, 0.0089
Si, 9.7527, 6.0595, 10.6797, 0.0407, 0.0248, 0.0005
Si, 0.8442, 10.1895, 9.9948, 0.0043, -0.0034, -0.0016
Si, 6.0468, 9.4597, 10.5341, 0.0034, 0.0014, -0.0044
O, 9.2296, 6.4213, 12.196, -0.0027, -0.0008, -0.0111
O, 1.9391, 3.112, 11.4616, -0.0036, -0.0001, 0.0016
O, 5.1942, 10.8397, 10.8394, -0.0074, 0.0063, -0.0035
O, 7.5891, 9.9323, 10.2022, 0.0049, 0.0066, 0.002
O, 9.7503, 1.3926, 11.7096, 0.0009, -0.0031, -0.0135
O, 6.7276, 4.0773, 11.5581, 0.0057, -0.0026, -0.0003
O, 10.3078, 7.4338, 10.0023, 0.0098, -0.0142, -0.0123
O, 0.0498, 4.9882, 10.9144, -0.02, 0.0052, -0.008
O, 1.7908, 3.2911, 25.4862, 0.0029, 0.0016, 0.0037
O, 7.9721, 8.9517, 25.5056, -0.0006, 0.0009, 0.0058
O, 11.771, -0.43, 25.8258, -0.0021, 0.0002, -0.0016
O, 2.5353, 8.4624, 25.6912, 0.0028, -0.0076, 0.0081
O, 0.1832, 5.3814, 25.6937, -0.0005, 0.0017, 0.0035
O, 4.8428, 6.1588, 25.3955, 0.0015, 0.0019, 0.0058
O, 7.9568, 2.3181, 25.5374, 0.0002, 0.0013, 0.0112
O, 9.7853, 1.2083, 26.8031, -0.0042, 0.0059, 0.0026
Si, 0.8583, 8.5532, 18.5673, 0.0002, -0.0011, -0.0018
Si, 2.26, 10.0025, 25.1828, -0.0006, 0.005, -0.004
Si, 7.8229, -0.521, 21.4144, 0.0009, -0.0009, 0.0018
Si, 6.0688, 2.5796, 15.2828, 0.0017, 0.0003, -0.0027
Si, 0.4391, 3.2177, 15.1284, 0.001, 0.0021, 0
Si, 4.8975, 7.1732, 12.1203, -0.0024, 0.0013, -0.0101
Si, -2.9038, 0.3574, 15.2696, -0.0015, 0.0015, -0.0014
Si, 12.5972, 5.6533, 22.4258, 0.0012, 0.0007, -0.0016
Si, 11.7102, 9.6474, 12.2422, -0.0066, -0.0018, 0.0106
Si, 9.2303, 17.951, 17.678, 0.003, -0.0002, -0.0004
Si, 7.1826, 3.3963, 22.2057, 0.0004, -0.0001, 0.0012
Si, 13.863, -0.4554, 17.2352, 0.0001, 0.0004, -0.0012
Si, 4.4084, -2.8424, 16.1393, 0.0014, -0.001, 0.0003
Si, -1.9025, 2.0895, 24.3052, 0.0014, -0.0005, 0.0004
Si, 8.1084, 7.699, 20.3996, -0.0006, -0.0006, -0.0012
Si, 9.5686, 7.5853, 13.3028, 0.0003, -0.0015, 0.0001
Si, 4.6035, 2.4596, 23.715, -0.0002, 0.0013, 0.0008
Si, -0.0123, 8.2301, 21.537, 0.0017, 0.0014, -0.0007
Si, 6.4211, 1.7547, 20.069, 0.0008, 0.0014, -0.0007
Si, 5.097, 10.8884, 25.4286, -0.0024, -0.0007, -0.0007
Si, -3.0402, 2.2091, 17.5357, -0.0003, 0.002, -0.0024
Si, 3.0279, 7.7561, 13.3937, 0.0014, -0.0018, 0.0011
Si, 10.1985, 0.9864, 13.2344, 0.0003, 0.0015, 0.0023
Si, 11.481, 4.0932, 24.7272, 0.0018, -0.0027, -0.0048
Si, 0.9107, 6.1121, 14.7087, -0.0006, -0.0012, -0.0008
Si, 7.0346, -2.0212, 24.159, 0.0037, -0.0021, -0.0036
Si, 13.4816, 6.2353, 17.5012, -0.0012, -0.0004, -0.0014
Si, 3.3565, 2.4501, 12.0185, -0.0028, -0.0031, -0.0006
Si, 6.6597, 6.291, 22.5726, 0.0002, 0.0023, 0
Si, 10.2375, 14.9857, 17.9289, 0.0016, 0.0028, -0.0032
Si, 4.2459, 5.4333, 24.0673, 0, -0.0009, -0.0021
Si, 7.4883, 8.2832, 15.416, -0.0015, -0.0002, -0.0052
Si, 10.3527, 11.0007, 22.6202, 0.0008, 0, -0.0004
Si, 3.3505, 1.3773, 19.805, -0.0026, 0.0003, -0.002
Si, 3.1219, 12.6149, 14.9737, 0, 0.0005, -0.0031
Si, 5.7343, 4.3873, 12.8189, -0.0024, -0.0024, 0.0071
Si, 2.3491, 11.5238, 22.5189, -0.0008, -0.0023, 0.0011
Si, 1.8688, 15.1101, 19.6126, 0.0005, -0.0006, -0.0012
O, 1.9913, 2.7961, 15.2235, -0.0027, -0.0007, 0.0048
O, 6.8362, 7.0061, 21.1331, 0.0006, 0.0004, 0.0033
O, 7.7924, -1.6495, 20.235, -0.0004, 0.0012, 0.0037
O, 7.0088, 7.3371, 23.7652, 0.0002, 0.0012, 0.0042
O, -0.1842, 9.4064, 22.6654, 0.0005, -0.0003, 0.0029
O, 8.1342, 8.0377, 13.9359, 0.0002, 0.0005, 0.0013
O, 12.474, 6.1344, 16.2156, 0, 0.0008, 0.0027
O, 1.5145, 9.7781, 17.7043, 0.0015, 0.0008, 0.0033
O, 10.895, 14.1978, 16.6736, -0.001, 0.0013, -0.0005
O, -1.2972, 11.5263, 24.0058, 0.001, 0.0002, 0.0051
O, -4.2354, 1.1627, 14.765, -0.0009, 0.0022, 0.0026
O, 2.3139, 2.6269, 19.8208, 0.0002, -0.0009, 0.0032
O, -5.8074, 5.8059, 22.7564, 0.0014, 0.0011, 0.003
O, 0.9635, 7.0856, 22.1291, -0.001, 0.0025, 0.0037
O, 1.9045, 7.3047, 18.5546, 0.0002, 0.0003, 0.0028
O, 8.6886, 1.1919, 16.5216, 0.001, -0.0014, 0.0024
O, 11.6994, 22.8393, 22.3611, -0.001, 0.0005, 0.0029
O, 8.2563, 6.9721, 18.9738, -0.0027, 0.001, 0.0046
O, 15.7703, 12.953, 19.9508, 0.0007, 0.0015, 0.005
O, 5.6763, 2.9135, 22.5939, 0.0039, 0.0011, 0.0006
O, 7.0791, 1.3385, 18.6411, 0, -0.0009, 0.0032
O, 11.6492, 4.555, 23.1745, -0.0019, -0.0026, 0.0053
O, 11.5525, 0.0741, 13.1501, 0.0008, -0.0022, 0.0003
O, 7.5631, 4.9313, 22.6111, 0.0013, -0.0007, 0.0036
O, 5.6264, 6.0036, 13.0484, 0.0019, 0.002, 0.0032
O, 8.9073, 3.205, 18.3169, 0, 0.0007, 0.0036
O, 4.1492, 9.3924, 17.108, -0.0004, 0.001, 0.0035
O, 21.2788, 8.7947, 12.5295, 0.0043, 0.0028, -0.0021
O, 7.6401, -1.0996, 15.8417, -0.0009, 0.0004, 0.005
O, 5.9049, 7.9338, 15.543, -0.0002, -0.0007, 0.0037
O, 9.8772, -5.3868, 17.449, 0.0017, -0.0027, 0.0063
O, 2.7554, 11.2462, 15.7912, 0.0018, 0.001, 0.0038
O, 14.1548, 1.4712, 13.3405, -0.0004, 0.0018, 0.0016
O, 2.686, 4.8411, 18.344, -0.0002, 0.0002, 0.0033
O, 2.3854, -0.7122, 23.5493, 0.0017, 0.0008, 0.0029
O, 9.4814, 18.4468, 21.2692, -0.0009, -0.0005, 0.0027
O, 6.8184, 3.0675, 16.646, -0.0009, 0.001, 0.0031
O, 10.2437, 3.0771, 24.6762, -0.0014, -0.0022, 0.0048
O, 10.3873, 8.1518, 17.8495, 0.0005, 0.0015, 0.0041
O, 7.6402, 9.7375, 22.8903, -0.0003, 0.0005, 0.0034
O, 2.9683, 11.2599, 21.0186, 0.0008, -0.0001, 0.0018
O, 0.575, 8.8965, 20.148, 0.0013, 0.0014, 0.0036
O, -0.3503, -3.8042, 14.5148, 0.0015, 0.0008, 0.0027
O, 10.4888, 2.26, 14.1806, 0.0006, -0.0011, 0.0025
O, 0.3114, 4.6504, 14.3966, 0.0015, -0.0018, 0.0048
O, 8.2975, 2.4822, 22.924, -0.0003, 0.0007, 0.0031
O, 4.0071, 6.7328, 16.9648, 0.0005, 0.0003, 0.002
O, 9.2845, 0.222, 21.3848, 0.0004, 0.0004, 0.0032
O, 3.4046, 8.3235, 14.8778, -0.0003, 0.0004, 0.0017
O, 11.2137, 4.1504, 19.2321, -0.0021, -0.001, 0.0004
O, 8.2906, 7.3189, 16.4182, 0.0018, -0.002, 0.0032
O, 2.1396, 5.0057, 20.9994, 0.0002, -0.0006, 0.0015
O, 4.2517, 3.8522, 24.4753, -0.0005, 0.0004, 0.0082
O, 7.1924, 14.0436, 20.5996, 0.0014, 0.0012, 0.0006
O, 6.6211, 0.52, 21.1223, 0.0003, 0.0002, 0.0042
O, -1.9244, 0.1653, 13.992, 0.002, 0.001, 0.0009
O, -6.4439, 2.3282, 15.5571, -0.0035, 0.0002, 0.0026
O, 2.1605, 8.9148, 12.6515, -0.0006, 0.0013, -0.0009
O, 5.9018, 8.4915, 11.8767, -0.002, -0.0004, 0.0054
O, 4.2621, 3.7593, 12.454, 0.0006, 0.0004, 0.0031
O, 3.4802, 10.9134, 25.7775, 0.0031, 0.0005, 0.0046
O, 5.3524, 12.3061, 24.6592, 0.0018, -0.0019, 0.0063
O, 2.0762, 6.4313, 13.6037, 0.0019, 0.0013, 0.002
O, 3.3151, 11.5517, 18.381, 0.0007, -0.001, 0.0027
O, 5.5612, -1.3429, 24.4822, -0.0027, 0.003, 0.0053
O, 14.1576, 1.8365, 23.1141, -0.0024, 0.0008, 0.003
O, 6.324, 14.6748, 14.1729, 0.0013, -0.0005, 0.0036
O, 2.7864, 5.9408, 23.5754, 0.0009, 0.0022, 0.0045

Results
free energy: -153300.521 eV
free energy less fixed offsets of O -568.88, Si -635.61 eV per atom: -3.341 eV

The program warned: the cutoff lies below the one the program advises for these potential files; the exchange-correlation potential is rough where the density is thin.
